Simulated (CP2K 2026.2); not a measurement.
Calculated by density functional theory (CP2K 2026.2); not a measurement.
Periodic cell of 505 atoms, Si360O143H2, from a study of silicon, its oxide and their interface. The atomic structure is a simulated model.
Doubt: the forces sum to 2.85 eV/angstrom along one axis rather than to zero, so they err by at least 0.0056 eV/angstrom per atom on average; the grid cutoff is modest.

Settings: functional PBE; method Gaussian and plane waves; basis set DZVP-MOLOPT-SR-GTH; pseudopotentials GTH-PBE; grid cutoff 350 Ry, relative cutoff 50 Ry; k points Gamma only; occupations fixed; spin none; net charge 0.

Cell vectors (angstrom)
a 16.32 0 0
b 0 16.32 0
c -6.4669 -7.7661 34.4343

Atoms and the computed forces on them: element, x, y, z (angstrom), force x, y, z (eV/angstrom)
Si 1.087 15.086 0.251 0.092 -0.037 -0.255
Si 3.697 1.435 0.005 0.117 -0.083 -0.186
Si -4.799 -3.935 34.418 -0.207 0.03 -0.276
Si 4.377 6.714 0.007 -0.059 -0.013 -0.057
Si 1.114 9.747 0.071 0.079 0.091 -0.245
Si 4.61 11.951 0.065 -0.375 0.108 -0.112
Si 0.655 6.991 34.393 -0.058 0.041 -0.112
Si 9.717 1.215 0.158 0.066 0.066 -0.13
Si 0.039 -3.331 34.421 -0.09 0.032 -0.223
Si 9.719 6.653 0.219 0.111 -0.064 -0.421
Si 6.769 9.572 0.118 0.042 0.081 -0.203
Si 9.287 12.486 0.173 0.087 -0.061 -0.112
Si 11.858 15.243 0.122 0.12 -0.018 -0.289
Si 8.738 -6.798 34.381 -0.196 -0.146 -0.448
Si 11.82 4.317 0.207 -0.037 -0.094 -0.309
Si 14.602 7.083 0.087 0.036 -0.085 -0.277
Si 12.423 9.315 0.178 -0.021 0.048 -0.282
Si 15.283 12.027 0.128 -0.085 0.174 -0.337
Si 2.635 0.006 1.517 -0.058 -0.068 -0.256
Si 5.385 2.698 1.232 -0.12 0.094 -0.218
Si 2.747 5.474 1.295 0.205 0.021 -0.152
Si 5.526 8.112 1.493 -0.076 0.124 -0.232
Si 2.785 10.911 1.326 0.1 0.011 -0.253
Si 5.526 13.656 1.373 0.115 -0.069 -0.133
Si 8.152 0.003 1.423 0.065 -0.078 -0.306
Si 10.814 2.726 1.575 0.038 -0.019 -0.223
Si 8.077 5.476 1.442 0.063 -0.045 -0.159
Si 10.905 8.159 1.56 0.047 0.014 -0.215
Si 8.214 10.85 1.49 -0.033 0.098 -0.244
Si 10.822 13.662 1.509 -0.118 -0.011 -0.193
Si 13.596 -0.034 1.385 -0.128 0.012 -0.166
Si -0.027 2.692 1.24 0.146 -0.082 -0.12
Si 13.53 5.442 1.411 -0.053 0.099 -0.225
Si -0.046 8.174 1.384 -0.132 0.053 -0.117
Si 13.605 10.926 1.413 0.104 -0.079 -0.193
Si -0.035 13.566 1.598 -0.05 -0.024 -0.237
Si 1.273 1.397 2.798 -0.071 0.073 0.163
Si 4.074 4.083 2.721 -0.002 -0.036 -0.066
Si 1.35 6.79 2.695 -0.006 -0.006 0.024
Si 4.07 9.5 2.754 -0.015 0.065 0.072
Si 1.447 12.247 2.817 0.154 -0.142 0.077
Si 4.088 14.961 2.759 0.072 -0.081 0.006
Si 6.739 1.387 2.702 0.015 0.024 -0.007
Si 9.404 4.079 2.845 -0.037 0.027 0.153
Si 6.833 6.808 2.891 0.04 0.031 0.17
Si 9.56 9.537 2.875 -0.041 0.017 0.074
Si 6.814 12.255 2.824 -0.002 -0.027 0.055
Si 9.483 15.001 2.88 -0.039 0.024 0.138
Si 12.289 1.378 2.807 0.053 -0.025 0.13
Si 14.953 4.057 2.683 0.029 -0.03 -0.019
Si 12.244 6.771 2.883 -0.029 -0.029 0.208
Si 14.955 9.544 2.812 0.007 0 0.091
Si 12.236 12.273 2.795 -0.012 -0.007 -0.025
Si 14.867 14.929 2.852 -0.074 0.016 0.148
Si -0.055 -0.001 4.18 0.03 0.072 -0.083
Si 2.693 2.749 4.144 -0.027 0.006 -0.101
Si -0.006 5.424 4.078 0.021 0.004 0.041
Si 2.692 8.142 4.122 0.079 0.024 -0.015
Si 0.038 10.887 4.176 -0.037 -0.031 -0.093
Si 2.769 13.618 4.186 -0.07 -0.047 0.03
Si 5.422 0.024 4.125 -0.004 -0.008 0.028
Si 8.069 2.694 4.18 0.056 0.069 -0.011
Si 5.42 5.423 4.171 -0.002 -0.076 -0.053
Si 8.184 8.183 4.236 -0.04 -0.015 0.007
Si 5.419 10.874 4.174 -0.008 0.076 -0.178
Si 8.146 13.61 4.243 0.013 -0.004 -0.14
Si 10.895 0.039 4.203 -0.034 -0.055 -0.096
Si 13.632 2.75 4.163 -0.052 -0.091 -0.01
Si 10.825 5.42 4.213 0.042 0.06 -0.105
Si 13.61 8.171 4.215 0 -0.005 -0.089
Si 10.907 10.915 4.204 -0.016 -0.04 0.029
Si 13.548 13.587 4.235 0.058 0.076 0.027
Si 1.35 -1.368 16.534 0.01 0.038 0.046
Si 4.061 1.356 16.528 0.008 -0.005 0.026
Si 1.338 4.098 16.544 -0.018 -0.013 0.025
Si 4.063 6.826 16.54 -0.021 0.016 0.023
Si 1.345 9.516 16.548 0.022 -0.032 0.037
Si 4.055 12.223 16.542 0.02 0.03 0.03
Si 6.805 -1.359 16.521 -0.016 -0.048 0.045
Si 9.513 1.35 16.54 0.029 0.012 0.022
Si 6.805 4.088 16.517 0.017 0.014 0.023
Si 9.532 6.818 16.572 -0.032 -0.011 0.054
Si 6.791 9.511 16.559 0.019 -0.001 0.025
Si 9.492 12.211 16.535 0.02 0.007 0.026
Si 12.232 -1.368 16.534 0.003 0.023 0.01
Si -1.363 1.386 16.524 -0.022 -0.034 0.012
Si 12.251 4.115 16.559 -0.053 -0.037 0.055
Si -1.396 6.797 16.561 0.025 0.046 0.05
Si 12.244 9.517 16.57 0.018 -0.019 0.057
Si -1.377 12.236 16.567 -0.009 0.007 0.055
Si 2.678 0.02 17.907 0.047 -0.078 0.189
Si 5.471 2.694 17.867 -0.063 0.008 -0.016
Si 2.706 5.464 17.903 0.002 0.053 0.043
Si 5.395 8.191 17.941 0.056 -0.044 0.001
Si 2.716 10.848 17.938 -0.031 -0.023 -0.02
Si 5.433 -2.72 17.871 0.019 0.027 0.12
Si 8.163 -0.022 17.926 0.018 0.063 -0.042
Si 10.882 2.729 17.885 -0.024 -0.028 0.1
Si 8.13 5.466 17.911 0.013 -0.043 0.057
Si 10.932 8.136 17.976 -0.052 0.093 -0.017
Si 8.177 10.83 17.944 -0.061 0.038 0.085
Si 10.843 -2.731 17.881 0.011 -0.07 -0.02
Si -2.685 -0.018 17.875 -0.007 0.036 0.067
Si -0.054 2.772 17.923 0.093 -0.04 0.062
Si -2.738 5.467 17.997 0.032 0.005 -0.029
Si -0.032 8.163 17.913 -0.028 -0.031 0.096
Si -2.752 10.897 17.966 0.02 -0.032 0.089
Si 0.018 -2.739 17.924 -0.045 0.051 -0.014
Si 1.281 1.395 19.284 -0.021 -0.102 -0.182
Si 4.118 4.079 19.187 0.046 -0.055 -0.202
Si 1.315 6.801 19.304 -0.005 0.032 -0.001
Si 4.035 9.507 19.378 0.014 -0.019 0.012
Si 1.357 -4.125 19.297 0.006 0.049 -0.063
Si 4.1 -1.337 19.26 -0.085 0.099 -0.109
Si 6.824 1.366 19.282 -0.035 -0.095 0
Si 9.51 4.102 19.26 0.078 -0.001 -0.071
Si 6.756 6.829 19.295 0.021 0.038 -0.158
Si 9.6 9.507 19.346 0.01 -0.007 -0.093
Si 6.743 -4.13 19.256 -0.052 -0.043 -0.058
Si 9.499 -1.421 19.287 -0.079 -0.039 -0.001
Si 12.281 1.353 19.218 0.007 0.132 -0.094
Si -1.359 4.138 19.373 0.017 -0.048 0.007
Si 12.254 6.804 19.439 0.014 0.044 0.065
Si -1.372 9.515 19.331 0.019 -0.019 -0.094
Si 12.164 -4.037 19.315 -0.031 -0.026 -0.093
Si -1.338 -1.371 19.286 0.107 0.109 -0.071
Si -0.034 0.014 20.714 0.049 0.043 0.336
Si 2.703 2.802 20.508 -0.036 -0.089 0.304
Si 0.008 5.479 20.788 0.123 0.001 0.188
Si 2.628 8.157 20.735 -0.014 0.041 0.26
Si 0.002 10.88 20.699 -0.056 -0.043 0.188
Si 2.77 -2.789 20.589 0.114 0.089 0.167
Si 5.439 0.068 20.671 0.018 -0.103 0.29
Si 8.182 2.722 20.639 0.023 0.006 0.169
Si 5.394 5.415 20.612 -0.054 0.056 0.12
Si 8.195 8.135 20.641 -0.046 -0.026 0.16
Si 5.391 10.881 20.743 0.033 0.105 0.342
Si 8.082 -2.789 20.628 -0.048 0.01 0.167
Si 10.939 -0.054 20.532 0.078 -0.08 0.158
Si -2.74 2.742 20.663 -0.154 -0.167 0.216
Si 10.84 5.402 20.738 -0.23 -0.207 0.356
Si -2.683 8.194 20.82 0.106 0.034 0.112
Si 10.879 10.931 20.785 -0.106 0.018 0.21
Si -2.743 -2.691 20.623 0.01 0.064 0.304
Si 1.709 -1.167 21.844 -0.25 -0.018 0.25
Si 3.788 1.29 21.909 0.052 -0.006 0.26
Si 1.621 4.223 22.022 -0.002 0.036 0.036
Si 3.75 6.468 21.947 -0.023 -0.147 0.336
Si 1.137 9.411 22.173 0.062 0.038 0.124
Si 4.236 -3.827 22.143 -0.08 -0.036 0.06
Si 6.493 -1.645 21.939 0.042 0.055 -0.058
Si 9.76 1.426 21.835 -0.02 0.226 -0.019
Si 6.97 4.291 21.943 -0.003 -0.075 0.456
Si 9.19 6.512 22.056 0.166 0.153 0.29
Si 7.033 9.68 21.952 -0.032 -0.041 0.214
Si 9.132 -4.332 22.077 0.113 0.111 0.115
Si -3.81 -1.069 21.99 -0.112 -0.096 0.207
Si -1.637 1.213 22.073 0.126 -0.172 0.069
Si 11.914 3.709 22.039 0.369 0.337 -0.032
Si -1.02 7.127 22.173 -0.134 -0.13 0.211
Si -3.758 9.872 22.101 -0.137 0.049 0.39
Si -1.573 -4.231 21.956 0.074 0.131 0.171
Si 8.139 -1.91 31.655 -0.201 0.03 -0.408
Si -3.971 2.689 27.451 0.034 -0.14 0.207
Si 8.043 4.321 29.153 -0.027 0.057 -0.166
Si 1.368 8.084 28.846 0.039 -0.053 -0.26
Si -1.092 -2.832 24.696 -0.048 0.089 0.48
Si -3.807 -1.028 30.018 0.243 -0.195 -0.409
Si 0.996 -0.826 24.673 0.051 -0.148 0.614
Si 5.15 8.388 24.003 0.25 -0.238 0.317
Si -3.308 -0.256 27.224 0.078 -0.015 0.149
Si 2.991 10.697 24.335 -0.021 0.077 0.383
Si 0.316 2.215 24.218 0.004 -0.024 0.269
Si -2.618 4.006 31.652 0.006 0.068 -0.528
Si -2.906 10.132 27.39 0.017 0.135 0.291
Si -3.421 1.002 32.297 0.01 -0.049 -0.348
Si 5.052 4.767 29.961 0.038 0.146 -0.386
Si 6.174 3.858 24.932 0.161 0.289 0.558
Si -1.795 4.591 28.756 -0.02 0.022 -0.178
Si 6.809 -0.322 24.588 -0.055 0.153 0.612
Si 3.113 -0.496 26.847 0.203 -0.166 0.317
Si -4.091 -2.089 24.926 0.188 0.205 0.46
Si -1.564 7.604 27.736 -0.037 -0.116 0.251
Si 9.873 -4.016 25.03 -0.053 -0.057 0.506
Si 4.183 2.938 32.359 0.132 0.115 -0.232
Si 11.419 9.581 25.025 0.037 0.147 0.492
Si 6.129 7.085 31.604 -0.038 -0.046 -0.563
Si 3.092 -3.905 29.959 0.168 0.249 -0.378
Si 4.38 1.471 24.878 -0.017 -0.168 0.48
Si 10.033 6.903 25.077 -0.189 -0.101 0.4
Si 0.137 8.567 31.614 0.105 -0.083 -0.533
Si 0.409 4.174 26.594 0.1 0.237 0.445
Si 5.805 -3.866 31.667 -0.063 0.159 -0.436
Si 6.036 -1.752 27.179 -0.355 -0.069 0.32
Si -2.806 8.607 31.535 -0.117 0.099 -0.457
Si 8.572 2.319 25.159 0.382 0.373 0.086
Si 1.725 -0.996 29.517 0.003 -0.174 -0.346
Si -4.098 4.596 25.073 -0.178 -0.107 0.353
Si 2.428 -5.591 27.556 -0.17 -0.021 0.357
Si 8.749 5.555 31.669 0.016 -0.207 -0.363
Si 8.069 -3.719 27.589 -0.149 -0.09 0.25
Si 8.122 6.909 27.503 0.001 0.02 0.278
Si -1.461 6.169 25.183 0.158 0.04 0.494
Si -0.44 -4.399 27.198 -0.156 0.051 0.315
Si -4.553 -5.747 29.705 -0.03 -0.07 -0.327
Si 2.889 5.502 27.879 0.05 -0.006 0.053
Si 5.391 6.584 26.336 -0.012 -0.297 0.509
Si 9.541 1.827 27.938 0.003 0.062 0.203
Si -4.61 6.114 31.951 -0.101 -0.101 -0.41
Si 2.089 0.646 32.25 -0.065 -0.172 -0.284
Si 1.486 -5.136 32.337 0.183 -0.056 -0.316
Si 8.941 9.722 28.893 -0.033 0.062 -0.283
Si -1.259 -1.82 28.716 0.077 0.033 0.017
Si -5.607 -3.249 31.406 0.064 -0.036 -0.604
Si 8.225 -0.931 28.878 -0.098 0.043 -0.182
Si 7.282 -6.481 31.488 -0.027 -0.136 -0.507
Si 1.355 14.97 5.53 0.01 0.007 -0.029
Si 4.053 1.37 5.519 -0.012 0.011 -0.075
Si 1.341 4.106 5.521 0.022 -0.026 -0.06
Si 4.054 6.799 5.524 -0.032 -0.01 -0.034
Si 1.365 9.5 5.543 -0.012 0.012 -0.041
Si 4.086 12.242 5.568 0.02 -0.027 -0.029
Si 6.767 14.996 5.557 0.022 -0.034 -0.049
Si 9.492 1.378 5.552 0.03 0.011 -0.031
Si 6.757 4.071 5.567 -0.034 -0.016 -0.006
Si 9.513 6.802 5.598 0.019 0.01 0.005
Si 6.784 9.533 5.566 0.018 0.005 -0.011
Si 9.524 12.246 5.586 -0.008 0.057 -0.021
Si 12.213 14.974 5.592 -0.029 -0.022 -0.024
Si 14.948 1.376 5.565 -0.009 -0.006 -0.023
Si 12.233 4.075 5.548 -0.018 -0.003 -0.026
Si 14.985 6.777 5.526 -0.04 0.036 -0.051
Si 12.244 9.535 5.578 0.035 -0.014 -0.023
Si 14.971 12.239 5.554 0.014 -0.004 -0.031
Si 2.704 0.014 6.911 -0.011 -0.005 -0.006
Si 5.401 2.713 6.927 0.014 0.029 0.029
Si 2.699 5.45 6.911 -0.001 0.015 0.023
Si 5.416 8.155 6.914 0.015 0.015 -0.014
Si 2.714 10.874 6.92 0.006 0.011 0.005
Si 5.43 13.618 6.935 -0.012 0.001 0.019
Si 8.142 0.015 6.934 0.013 -0.02 -0.008
Si 10.864 2.726 6.928 -0.005 0 -0.012
Si 8.131 5.433 6.935 0.017 0.007 0.007
Si 10.881 8.17 6.947 -0.015 -0.006 0.002
Si 8.149 10.887 6.942 -0.007 -0.007 -0.006
Si 10.865 13.612 6.962 -0.002 0.006 0.017
Si 13.589 0.016 6.941 -0.009 0.01 0.005
Si -0.001 2.74 6.914 0.001 -0.028 0.025
Si 13.602 5.441 6.911 -0.02 0.01 -0.009
Si 0.003 8.146 6.916 0.028 -0.016 0.014
Si 13.612 10.889 6.939 0.01 -0.031 0.018
Si 0.002 13.612 6.92 -0.014 -0.013 -0.017
Si 1.351 1.374 8.292 0.012 0.012 -0.003
Si 4.052 4.087 8.295 -0.003 -0.031 -0.008
Si 1.354 6.801 8.303 0.005 0.009 0.002
Si 4.069 9.519 8.299 0.002 0.003 -0.001
Si 1.354 12.241 8.292 -0.016 -0.012 0.006
Si 4.06 -1.346 8.297 0 -0.02 0.004
Si 6.777 1.37 8.305 0.002 0 -0.005
Si 9.505 4.084 8.304 0.022 0.021 0.004
Si 6.775 6.801 8.299 -0.008 -0.014 0.003
Si 9.51 9.524 8.311 -0.002 -0.012 0.011
Si 6.79 12.254 8.308 0.032 0.024 0.003
Si 9.497 -1.346 8.317 -0.003 -0.021 0.006
Si 12.222 1.369 8.309 -0.025 -0.035 0.008
Si -1.366 4.086 8.295 -0.005 -0.006 -0.002
Si 12.246 6.8 8.298 0.009 0.027 0.003
Si -1.355 9.512 8.297 -0.032 0.011 -0.004
Si 12.242 12.247 8.311 0 0.018 0.003
Si -1.363 -1.351 8.299 0.019 0.014 0.005
Si -0.006 0.012 9.671 -0.01 -0.009 -0.003
Si 2.704 2.727 9.677 -0.005 0.001 0
Si -0.01 5.445 9.674 -0.003 0.002 0
Si 2.711 8.163 9.677 0.001 0.004 0.006
Si -0.004 10.881 9.671 0.012 0.003 0
Si 2.707 13.605 9.669 0.003 0.009 0
Si 5.423 0.006 9.678 0.014 -0.002 -0.005
Si 8.143 2.726 9.679 -0.001 -0.011 0
Si 5.418 5.441 9.675 0.007 0.014 -0.001
Si 8.143 8.159 9.672 0.007 0.008 0.006
Si 5.429 10.883 9.672 -0.003 -0.009 -0.005
Si 8.147 13.607 9.688 -0.005 0.003 0.007
Si 10.866 0.008 9.686 0.002 0.005 0.003
Si 13.591 2.729 9.673 -0.001 0.008 0
Si 10.874 5.446 9.669 -0.015 -0.008 0
Si 13.598 8.163 9.673 0.001 -0.014 0.004
Si 10.875 10.885 9.679 -0.003 -0.001 0.005
Si 13.599 13.61 9.679 -0.008 -0.011 0.006
Si 1.349 -1.355 11.046 -0.001 -0.004 -0.001
Si 4.067 1.369 11.052 0.01 0.001 -0.004
Si 1.346 4.086 11.051 0 -0.013 -0.003
Si 4.067 6.804 11.055 -0.001 -0.002 0
Si 1.352 9.523 11.05 0.007 0 0
Si 4.065 12.243 11.044 0 0.01 -0.004
Si 6.783 -1.355 11.054 0.001 -0.01 0.002
Si 9.505 1.369 11.056 -0.006 -0.005 0.001
Si 6.785 4.088 11.052 0.007 -0.005 -0.002
Si 9.51 6.802 11.044 0.006 0.003 0.004
Si 6.789 9.523 11.047 0.004 -0.001 0
Si 9.512 12.242 11.053 0.008 0.009 0.003
Si 12.233 -1.354 11.054 -0.002 -0.002 0.003
Si -1.37 1.366 11.048 0.001 -0.007 -0.003
Si 12.232 4.089 11.047 0 -0.006 -0.004
Si -1.368 6.805 11.049 -0.005 0.008 0.002
Si 12.235 9.521 11.047 -0.005 0.004 0.004
Si -1.366 12.24 11.048 -0.01 0.008 0.003
Si 2.71 0.002 12.423 0.001 0.01 -0.004
Si 5.425 2.73 12.428 0.009 -0.015 -0.008
Si 2.702 5.447 12.428 0 -0.012 -0.003
Si 5.434 8.163 12.426 0 0.011 0
Si 2.709 10.884 12.424 0.005 0 0
Si 5.426 -2.723 12.42 -0.002 0.003 -0.006
Si 8.149 0.001 12.427 -0.006 0.001 -0.001
Si 10.873 2.73 12.422 0.002 0.002 -0.002
Si 8.154 5.444 12.425 -0.011 0.002 0.001
Si 10.869 8.163 12.418 -0.006 -0.009 -0.003
Si 8.152 10.878 12.424 0.008 0.002 0.005
Si 10.878 -2.723 12.426 -0.01 0.007 -0.003
Si 13.591 0.008 12.428 0.005 -0.005 0.001
Si -0.012 2.726 12.424 -0.004 0.006 -0.006
Si 13.588 5.451 12.423 0.003 -0.004 0.003
Si -0.011 8.167 12.423 0.004 0.001 -0.001
Si 13.594 10.878 12.423 -0.014 0.005 0.003
Si -0.011 -2.716 12.423 0.006 -0.007 -0.002
Si 1.351 1.366 13.793 0.008 -0.026 -0.006
Si 4.065 4.092 13.801 -0.018 0.015 -0.008
Si 1.339 6.806 13.8 0.006 0.012 0.002
Si 4.072 9.525 13.796 -0.008 -0.007 0.001
Si 1.341 12.237 13.798 0.005 0.026 -0.004
Si 4.067 -1.366 13.793 0.027 -0.014 -0.003
Si 6.788 1.366 13.795 -0.002 0.013 -0.009
Si 9.523 4.092 13.802 0.003 -0.031 -0.001
Si 6.798 6.807 13.802 0.021 -0.018 0.001
Si 9.512 9.516 13.799 -0.006 0.017 -0.001
Si 6.785 12.235 13.792 -0.014 0.012 -0.007
Si 9.515 -1.364 13.794 0.013 -0.01 -0.01
Si 12.231 1.373 13.799 -0.024 0.006 -0.007
Si -1.372 4.092 13.793 0.005 -0.012 -0.005
Si 12.23 6.812 13.799 -0.018 0.007 -0.001
Si -1.37 9.521 13.803 0.011 -0.013 0.008
Si 12.231 12.229 13.802 0.022 0.001 0.005
Si -1.37 -1.357 13.8 -0.024 0.019 -0.004
Si -0.005 0.007 15.167 0.022 0.01 -0.003
Si 2.701 2.733 15.17 0.025 -0.005 0.009
Si -0.027 5.452 15.177 0.009 -0.017 -0.008
Si 2.702 8.17 15.163 0.006 -0.006 -0.016
Si -0.017 10.881 15.183 -0.008 0 -0.006
Si 2.707 -2.729 15.165 -0.019 0 -0.006
Si 5.428 -0.003 15.16 -0.022 -0.004 -0.003
Si 8.163 2.719 15.16 -0.005 -0.005 -0.007
Si 5.427 5.456 15.171 0.005 -0.02 -0.007
Si 8.16 8.16 15.185 -0.013 0 0.002
Si 5.435 10.875 15.177 0.019 0.019 0.009
Si 8.154 -2.732 15.158 -0.001 0.022 -0.012
Si 10.876 -0.002 15.165 -0.004 0.018 -0.013
Si -2.733 2.744 15.169 0.005 -0.014 -0.007
Si 10.878 5.458 15.183 0.009 -0.003 -0.003
Si -2.731 8.165 15.18 0.002 0.014 -0.032
Si 10.876 10.863 15.18 -0.035 -0.008 -0.007
Si -2.726 -2.73 15.171 -0.013 0 0.006
O -4.382 9.279 23.516 0.072 -0.065 -0.446
O 0.044 8.285 22.722 0.091 0.026 -0.47
O 0.787 1.22 33.061 -0.374 -0.045 0.61
O -1.546 6.444 23.595 -0.001 0.033 -0.52
O 6.606 -2.445 31.631 -0.001 -0.033 0.058
O 10.957 2.434 22.434 -0.286 -0.113 0.027
O 5.358 -2.685 22.597 0.138 -0.038 -0.195
O 6.263 3.662 23.315 -0.152 0.039 -0.791
O -1.319 8.407 30.889 0.169 0.099 -0.015
O 9.9 8.392 33.896 -0.126 0.151 0.668
O 2.518 -0.187 28.335 -0.184 0.222 -0.19
O 8.062 10.822 22.59 0.193 -0.181 -0.34
O -3.614 7.217 31.31 0.167 0.029 -0.058
O 5.435 7.991 25.547 -0.102 0.423 -0.421
O 5.852 6.707 33.16 -0.261 0.14 0.476
O -4.12 4.635 31.431 -0.132 -0.005 0.461
O -3.761 -5.121 33.898 0.144 0.116 0.528
O -1.125 1.941 23.487 -0.046 -0.114 -0.415
O 4.337 8.651 34.001 -0.138 -0.069 0.617
O 5.31 2.161 33.23 0.076 0.164 0.353
O -2.078 4.806 32.968 0.035 0.054 0.639
O 7.042 0.452 34.002 0.022 0.08 0.552
O -4.81 1.296 33.095 -0.101 0.001 0.17
O -2.543 -7.281 33.089 -0.106 0.046 0.352
O -2.76 8.657 28.092 0.022 -0.112 -0.134
O 2.68 -5.781 33.244 0.058 -0.275 0.18
O 1.279 8.303 30.464 -0.147 0.038 0.36
O 1.056 0.764 24.345 0.014 0.244 -0.288
O -1.421 -5.667 27.043 -0.003 -0.211 -0.258
O 8.044 5.412 22.558 -0.044 -0.08 -0.55
O 7.326 -1.052 23.242 0.065 -0.135 -0.361
O -5.268 2.276 28.371 0.207 -0.081 0.249
O 5.646 -4.279 33.234 0.182 0.103 0.611
O 8.758 -2.423 28.373 0.291 0.081 0.267
O -0.553 -1.299 24.896 -0.019 0.219 -0.02
O -1.656 4.313 30.36 0.088 -0.215 0.327
O -1.852 -0.957 27.462 0.077 0.16 -0.16
O -3.604 -5.197 28.489 -0.008 -0.089 -0.057
O -0.475 4.043 27.969 -0.077 0.115 -0.021
O 11.877 -1.723 23.381 -0.198 0.209 -0.396
O 7.937 -6.379 32.979 0.113 0.035 0.598
O 1.937 6.58 28.623 -0.2 0.004 0.233
O 1.722 5.793 33.979 -0.026 -0.12 0.414
O 9.526 -3.58 23.5 0.008 -0.043 -0.578
O 9.13 0.308 28.34 0.078 0.04 -0.188
O -4.372 3.279 25.987 -0.066 0.164 -0.222
O 6.637 -5.078 30.988 0.035 0.007 0.038
O 7.637 6.635 31.194 0.251 0.255 0.25
O -3.708 10.085 25.996 0.016 0.208 -0.19
O 9.59 1.875 26.322 0.044 0.004 -0.077
O 8.624 4.261 30.677 -0.081 0.077 0.363
O 2.823 -0.426 33.218 0.181 -0.238 0.502
O -2.723 5.249 25.629 0.077 0.058 0.007
O 4.136 9.623 23.969 0.157 0.177 -0.097
O 6.538 8.845 23.294 -0.172 0.143 -0.19
O 1.484 -1.707 23.398 -0.127 -0.106 -0.749
O 10.267 -5.594 25.033 -0.122 -0.081 -0.191
O -0.089 5.405 25.644 0.136 0.217 -0.204
O -0.231 -3.742 25.736 0.005 -0.077 -0.318
O -3.131 3.8 28.279 -0.014 0.101 0.204
O 1.111 3.304 23.3 0.094 0.291 -0.15
O 3.508 4.115 33.245 0.173 0.198 0.202
O 3.767 1.958 23.449 -0.229 -0.086 -0.463
O -3.719 0.364 30.835 -0.076 0.24 0.333
O -2.752 0.078 22.576 0.136 0.031 -0.302
O -5.175 -4.542 30.557 -0.033 0.144 0.287
O -2.625 10.987 22.645 -0.199 -0.139 -0.762
O 8.51 8.407 28.028 -0.046 -0.094 0.085
O 5.097 6.275 30.619 0.133 0.169 0.166
O -1.06 -2.211 33.797 0.042 -0.063 0.582
O -0.763 2.998 34.163 -0.21 0.129 0.347
O 9.856 3.104 33.972 0.071 0.098 0.594
O -3.662 -6.593 30.747 0.241 -0.122 0.527
O 5.274 0.178 24.432 -0.031 -0.031 -0.372
O -2.66 2.414 31.985 -0.099 -0.336 -0.055
O 9.719 7.14 23.499 -0.185 -0.1 -0.676
O 1.712 -0.12 30.87 -0.188 0.264 0.5
O 3.502 -4.248 23.591 -0.075 0.118 -0.316
O -1.069 -3.37 28.286 0.012 -0.122 0.112
O 8.335 -5.182 28.29 0.112 0.024 0.16
O -2.672 -2.884 25.058 -0.033 -0.036 0.109
O 6.866 -1.361 25.833 0.31 0.188 -0.363
O -4.914 -1.956 30.718 -0.158 -0.05 0.088
O -1.531 7.516 26.099 0.149 0.169 -0.316
O 10.826 8.202 25.641 0.092 0.126 0.079
O 1.628 10.156 23.594 -0.214 -0.085 -0.464
O 0.973 -4.91 27.765 0.088 0.079 0.211
O -0.856 -3.403 23.196 -0.136 -0.034 -0.372
O 4.454 -3.655 30.797 0.116 0.162 0.179
O 8.417 5.113 33.196 -0.182 -0.191 0.33
O 8.452 -6.813 30.417 0.084 0.017 0.551
O 5.123 2.765 25.526 0.038 -0.219 -0.185
O 0.293 -6.224 32.154 -0.257 0.118 0.076
O -5.244 -3.264 32.978 -0.18 -0.115 0.687
O 5.749 5.354 25.344 0.164 -0.141 -0.345
O 2.34 9.176 28.095 0.114 -0.006 -0.029
O 4.43 -1.487 27.013 0.143 -0.202 0.136
O 8.678 5.65 28.405 0.268 0.151 -0.104
O -4.619 6.341 33.57 0.126 0.261 0.519
O 8.282 -0.774 30.497 0.187 0.101 0.513
O -4.266 -0.69 28.483 0.043 -0.094 0.078
O 4.308 -2.274 34.105 -0.01 0.156 0.347
O 2.701 5.343 22.644 0.245 0.203 -0.77
O 0.165 -1.185 29.122 -0.065 -0.012 -0.09
O 4.506 7.096 23.263 -0.034 -0.055 -0.089
O 6.093 8.703 31.388 -0.066 0.237 -0.006
O 10.181 6.282 31.428 -0.008 -0.005 0.181
O 3.406 -4.72 28.558 -0.105 -0.226 0.098
O -3.871 4.285 23.496 -0.127 -0.01 -0.562
O -4.007 -0.731 25.836 0.001 -0.034 -0.072
O 7.62 3.562 25.642 -0.243 0.021 -0.06
O -2.547 -0.067 33.18 -0.087 -0.263 0.004
O -1.933 6.19 28.462 -0.149 -0.034 0.142
O 3.061 1.882 31.85 -0.022 0.131 0.037
O -0.122 8.172 28.21 0.049 0.024 0.21
O 1.965 4.456 27.027 0.047 -0.372 -0.057
O 8.682 6.742 25.982 0.108 -0.124 -0.449
O 0.857 -3.822 33.063 -0.216 0.256 0.309
O -2.326 -1.751 29.958 -0.05 0.142 0.086
O 2.051 -4.761 30.858 -0.529 -0.147 0.491
O 2.873 -0.047 22.121 -0.01 -0.073 -0.437
O 6.494 6.764 27.52 -0.228 0.096 0.093
O 8.644 -3.81 26.072 -0.019 -0.077 -0.486
O 1.943 -1.216 25.961 -0.351 -0.081 -0.494
O 0.236 7.566 32.893 -0.064 -0.247 0.474
O 2.442 -2.445 29.655 -0.168 -0.117 0.255
O 9.097 -3.166 31.27 -0.084 -0.004 0.359
O 6.451 -3.326 27.5 0.131 0.111 -0.013
O 10.945 5.577 25.286 -0.005 -0.043 -0.089
O 2.853 -5.501 25.976 0.162 -0.084 -0.702
O 3.901 6.337 26.926 0.063 0.142 -0.14
O 6.652 -0.81 28.383 0.028 0.221 0.189
O 11.097 -3.072 25.548 0.007 0.104 -0.048
O 8.454 2.902 28.483 -0.239 0.082 -0.025
O 0.224 2.799 25.744 0.031 -0.435 -0.252
O 3.762 4.673 28.971 -0.093 -0.06 0.258
O 6.415 4.424 29.134 -0.041 -0.114 0.084
O -3.074 1.351 27.197 0.163 -0.085 0.138
O 4.907 3.612 31.078 -0.099 -0.298 0.452
O 7.674 1.017 24.836 -0.345 -0.255 -0.417
O 10.572 9.749 28.95 0.084 -0.038 -0.039
O 3.458 0.92 26.118 -0.11 0.267 -0.473
O 8.638 -1.334 33.085 0.413 0.007 0.338
H 9.192 0.692 22.973 -0.065 -0.076 0.012
H 9.322 2.793 24.008 0.009 -0.022 -0.053

Results
total energy: -101252.440 eV
total energy less fixed offsets of H -15.91, O -438.35, Si -107.03 eV per atom: -5.770 eV
